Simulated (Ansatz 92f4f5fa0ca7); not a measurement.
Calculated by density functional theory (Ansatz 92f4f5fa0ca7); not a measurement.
Periodic cell of 223 atoms, Si132O90B1, from a study of silicon, its oxide and their interface. The atomic structure is a simulated model.
Doubt: the cutoff is far below the 930 eV that the study's wrapper takes by default for these files, so forces and energies are approximate.
This geometry differs little from another in the collection (a relaxation step or a small displacement).

Settings: functional PBE; potential files Ansatz PAW; basis plane waves; wave-function cutoff 580 eV; density cutoff ratio 5; exchange-correlation grid ratio 1; k mesh 1 x 1 x 1, Gamma-centred; self-consistency stop 5e-08 eV per atom in the density residual; occupations fixed; spin none; net charge -1 e, with a uniform compensating background and no finite-size correction.

Cell vectors (angstrom)
a, 10.938, 0, 0
b, 0, 10.938, 0
c, 0, 0, 32.1988

Atoms: element, x, y, z (angstrom)
Si, 10.5663, 0.2404, 24.8964
Si, 5.7337, 10.68, 24.7806
Si, 2.4689, 2.9241, 24.6657
Si, 8.4106, 2.4818, 24.9083
Si, 0.2678, 5.1658, 24.7989
Si, 5.1381, 5.7625, 24.7237
Si, 2.9182, 8.0177, 24.6746
Si, 7.9309, 8.4383, 24.7661
Si, 1.3269, 1.3848, 26.052
Si, 6.8438, 1.2835, 26.1793
Si, 4.0363, 4.1064, 26.0089
Si, 9.5989, 4.089, 26.1466
Si, 1.3634, 6.8329, 26.0562
Si, 6.7607, 6.8501, 26.0552
Si, 4.1259, 9.5297, 26.0578
Si, 9.463, 9.576, 26.1731
Si, 2.7261, -0.0046, 27.3631
Si, 8.1411, -0.0691, 27.629
Si, 0.0112, 2.7187, 27.5097
Si, 5.4334, 2.7421, 27.3847
Si, 2.7236, 5.4692, 27.4514
Si, 8.1992, 5.5274, 27.4281
Si, -0.0657, 8.1654, 27.4474
Si, 5.4962, 8.2183, 27.5236
Si, 4.0991, 1.3432, 28.7645
Si, 9.5792, 1.3427, 28.8476
Si, 1.3476, 4.1245, 28.8282
Si, 6.8224, 4.1129, 28.7502
Si, 4.1083, 6.8174, 28.8105
Si, 9.3902, 6.985, 28.9308
Si, 1.3506, 9.5686, 28.745
Si, 6.9519, 9.3921, 29.0264
Si, -0.0328, -0.0766, 30.1823
Si, 5.4807, -0.0445, 30.1482
Si, 2.7357, 2.7236, 30.1573
Si, 8.19, 2.7463, 30.1409
Si, -0.0737, 5.5168, 30.1278
Si, 5.5272, 5.5033, 30.1717
Si, 2.7204, 8.2097, 30.1286
B, 8.2045, 8.1727, 30.1593
Si, 1.3545, 1.3331, 31.52
Si, 6.8231, 1.3674, 31.4923
Si, 4.1309, 4.1068, 31.5071
Si, 9.5622, 4.1082, 31.5129
Si, 1.342, 6.8436, 31.479
Si, 7.002, 6.9721, 31.3695
Si, 4.0843, 9.57, 31.5171
Si, 9.4168, 9.392, 31.3525
Si, 2.734, -0.0079, 0.7011
Si, 8.2131, -0.0448, 0.589
Si, -0.0074, 2.727, 0.6723
Si, 5.4842, 2.7308, 0.6794
Si, 2.7332, 5.4912, 0.6313
Si, 8.1974, 5.5029, 0.646
Si, -0.0419, 8.2045, 0.6213
Si, 5.5164, 8.1914, 0.6174
Si, 4.1293, 1.3624, 2.0497
Si, 9.5539, 1.3215, 1.9976
Si, 1.3765, 4.1296, 2.0007
Si, 6.8566, 4.1042, 2.0278
Si, 4.1274, 6.8341, 1.9968
Si, 9.5898, 6.8292, 2.0299
Si, 1.3507, 9.5346, 2.0159
Si, 6.8295, 9.6006, 2.0066
Si, -0.0112, -0.033, 3.3643
Si, 5.4948, 0.0048, 3.4469
Si, 2.7688, 2.7835, 3.3474
Si, 8.1982, 2.6902, 3.3977
Si, 0.0243, 5.4728, 3.4101
Si, 5.4778, 5.4671, 3.3785
Si, 2.7687, 8.2005, 3.3928
Si, 8.2056, 8.2267, 3.3466
Si, 1.3855, 1.3888, 4.6025
Si, 6.8507, 1.3497, 4.8779
Si, 4.1582, 4.0887, 4.7778
Si, 9.5767, 4.0721, 4.7285
Si, 1.4237, 6.8303, 4.7859
Si, 6.8254, 6.8893, 4.6951
Si, 4.1313, 9.5708, 4.8148
Si, 9.552, 9.5464, 4.7615
Si, 2.7439, 0.1067, 6.0301
Si, 8.2093, -0.0631, 6.2445
Si, 0.028, 2.6719, 6.0228
Si, 5.4828, 2.7255, 6.2655
Si, 2.8178, 5.4783, 6.1588
Si, 8.1695, 5.4766, 6.0049
Si, 0.0171, 8.1859, 6.1227
Si, 5.5303, 8.2165, 6.2068
Si, 3.8443, 1.5663, 7.562
Si, 9.8412, 1.1399, 7.4251
Si, 1.636, 3.7957, 7.2827
Si, 6.6513, 4.4195, 7.4519
Si, 4.4088, 6.6306, 7.5178
Si, 9.3686, 6.9424, 7.3623
Si, 1.1384, 9.9189, 7.2665
Si, 7.1692, 9.2167, 7.6365
O, 8.3242, 8.0799, 7.9144
O, 2.7279, 2.7313, 7.9202
O, 9.5104, 1.3862, 24.314
O, 4.0203, 6.8713, 24.163
O, 0.027, 0.0229, 7.9415
O, 5.5253, 5.5068, 8.024
O, 6.8417, 9.5715, 24.2189
O, 1.3565, 4.0639, 24.1757
O, 3.8594, 7.3907, 8.9133
O, 0.851, 4.3618, 8.6069
O, 9.8243, 6.1449, 8.7521
O, 2.1036, 9.3878, 8.4897
O, 7.5081, 3.9237, 8.7841
O, 4.2673, 0.9292, 9.0516
O, 6.7427, 9.548, 9.2074
O, 9.2123, 1.8535, 8.7842
O, 7.6745, 3.1714, 23.602
O, 10.4777, 5.8405, 23.4834
O, 5.0879, 0.4343, 23.4275
O, 5.8288, 5.11, 23.3672
O, 3.1026, 2.2147, 23.2905
O, 2.2749, 8.7603, 23.3081
O, 8.6048, 7.7601, 23.4082
O, 0.1865, 10.3862, 23.576
Si, 4.3939, 1.576, 22.5051
Si, 3.4907, 7.9341, 14.0251
Si, 7.1248, 0.9624, 14.6677
Si, 0.9319, 9.3696, 22.5738
Si, 1.1723, 4.3096, 11.8652
Si, 6.2628, 8.9678, 15.3211
Si, 0.6748, 1.3646, 12.2886
Si, 8.6323, 4.9557, 20.5487
Si, 0.3312, 5.7019, 9.3355
Si, 5.0972, 3.1173, 17.9438
Si, 0.8802, 3.7401, 16.7421
Si, 10.4027, 2.8407, 19.2424
Si, 5.2779, 1.1811, 10.3241
Si, 0.8898, 0.1674, 19.8776
Si, 6.6469, 9.4583, 10.8379
Si, 9.3442, 9.6817, 18.3329
Si, 9.3891, 9.2459, 12.565
Si, 6.5636, 3.8554, 22.6393
Si, 2.4407, 8.0713, 9.3572
Si, 10.5946, 7.3679, 17.0854
Si, 2.5146, 6.2942, 16.5766
Si, 10.1736, 4.4898, 14.1802
Si, 6.1368, 9.1886, 18.5206
Si, 7.9719, 2.5715, 9.5539
Si, 8.8753, 2.1448, 12.4371
Si, 5.3446, 6.244, 18.0696
Si, 3.9255, 0.5618, 19.4956
Si, 4.2744, 3.8336, 12.0401
Si, 5.5456, 6.6029, 12.1282
Si, 8.0161, 2.5003, 17.2299
Si, 4.3596, 2.4781, 14.9628
Si, 1.542, 1.2076, 15.2493
Si, 1.5723, 9.4101, 12.0285
Si, 8.049, 6.8508, 13.8659
Si, 10.3801, 9.8337, 15.4869
Si, 9.8045, 7.0162, 22.595
Si, 8.1192, 5.4811, 17.4409
O, 6.0487, 7.9555, 11.2796
O, 6.0156, 9.2047, 16.9008
O, 7.6824, 1.3639, 13.1958
O, 0.8946, 1.7418, 13.8603
O, 9.442, 6.2438, 16.9043
O, 6.7652, 6.2008, 13.1263
O, 5.1333, 4.6576, 18.6068
O, 9.2247, 2.1479, 18.2906
O, 2.3707, 0.0987, 19.1034
O, 9.4173, 10.2339, 16.7698
O, 2.7835, 4.4289, 11.7067
O, 5.069, 10.325, 19.1162
O, 9.4198, 3.2459, 13.4792
O, 0.4549, 1.759, 19.9739
O, 3.1569, 1.3535, 15.0534
O, 8.16, 5.3762, 19.0538
O, 3.9006, 6.5933, 17.3849
O, 4.5659, 3.2767, 16.3874
O, 9.06, 5.667, 14.32
O, 5.4596, 2.7599, 22.1589
O, 10.6732, 4.1384, 15.6756
O, 0.3393, 3.8526, 18.2777
O, 10.4285, 10.5134, 19.2302
O, 9.6425, 10.0225, 14.0285
O, 10.9107, 8.1229, 22.1373
O, 1.1998, 2.1597, 16.5202
O, 9.7406, 3.7533, 20.4228
O, 8.143, 4.0323, 16.7058
O, -0.0427, 9.1029, 11.9022
O, 6.5806, 2.4098, 18.0033
O, 5.5818, 10.7137, 11.1748
O, 7.7513, 9.5925, 18.8434
O, 10.0255, 1.0203, 12.0574
O, 1.3092, 6.9587, 9.0639
O, 0.6168, 4.7692, 13.3381
O, 5.7022, 7.6245, 18.9851
O, 5.231, 5.086, 11.5167
O, 2.7161, 6.99, 15.1157
O, 0.9049, 2.7414, 11.4602
O, 0.8627, 10.6804, 15.5444
O, 2.4061, 8.5867, 10.9002
O, 4.6964, 2.43, 11.2609
O, 4.2518, 3.5033, 13.674
O, 2.1925, 4.6873, 16.4856
O, 10.6985, 8.2447, 15.7011
O, 6.9309, 10.2947, 14.6781
O, 2.3428, 8.9528, 13.4156
O, 8.0403, 1.5281, 15.9105
O, 4.134, 6.9996, 12.856
O, 4.1772, 2.0103, 18.7333
O, 7.3141, 4.4111, 21.3119
O, 8.4092, 2.9201, 11.0887
O, 1.1892, 6.8746, 17.3631
O, 5.66, 1.5796, 14.7653
O, 8.13, 9.7496, 11.5834
O, 9.2234, 6.2905, 21.2561
O, 8.9632, 7.714, 12.8598
O, 1.6493, 0.1183, 11.8693
O, 6.659, 6.1498, 17.0777
O, 7.3875, 7.8003, 15.037
O, 1.217, 10.28, 21.2446
O, 10.0351, 8.2023, 18.3602
O, 3.9625, 0.8585, 21.1007
O, 0.3281, 5.3279, 10.9126
O, 6.6997, 1.5705, 9.6302
O, 4.7741, 8.7153, 14.6828

Results
free energy: -135250.605 eV
free energy less fixed offsets of B -154.04, O -568.88, Si -635.61 eV per atom: 3.155 eV

Forces (eV/angstrom), in the order of the atoms: element, x, y, z
Si, 0.0393, 0.002, -0.103
Si, 0.0152, -0.0197, -0.1263
Si, 0.0221, -0.0146, -0.124
Si, -0.0272, -0.0073, -0.1178
Si, -0.0233, 0.0207, -0.1353
Si, 0.0078, -0.0311, -0.0862
Si, 0.0083, 0.023, -0.1121
Si, 0.0109, -0.0052, -0.0464
Si, 0.0094, -0.0176, 0.0128
Si, -0.0229, 0.0086, 0.0446
Si, 0.0104, -0.01, 0.0048
Si, 0.0107, 0.0251, 0.0367
Si, -0.0134, -0.0102, 0.034
Si, 0.0331, 0.0347, 0.0465
Si, -0.0025, 0.0208, 0.0483
Si, -0.0391, -0.0518, 0.0493
Si, 0.0007, -0.0177, 0.0403
Si, 0.0327, 0.0086, -0.0634
Si, -0.0168, -0.0195, -0.0344
Si, 0.0183, 0.006, 0.0336
Si, 0.0015, 0.0039, -0.011
Si, -0.0578, 0.0106, 0.0343
Si, -0.007, 0.0541, 0.0247
Si, 0.0046, -0.0252, -0.0339
Si, -0.0103, -0.0053, -0.0349
Si, -0.0079, -0.0038, 0.0792
Si, -0.0035, 0.0386, 0.0556
Si, 0.0113, 0.0053, -0.0245
Si, 0.0096, 0.0159, 0.0518
Si, 0.0907, -0.1009, -0.1236
Si, 0.0064, -0.0128, -0.0249
Si, -0.0389, -0.0174, 0.0029
Si, -0.0203, -0.0014, -0.0322
Si, 0.0105, -0.0019, 0.0104
Si, 0.0045, -0.0068, -0.0021
Si, 0.006, 0.0002, -0.0079
Si, 0.0046, -0.0054, 0.0197
Si, 0.0077, 0.0127, -0.0287
Si, -0.0032, -0.0077, -0.0057
B, -0.0715, 0.084, 0.1164
Si, -0.0049, 0.0045, 0.0057
Si, 0.0187, -0.0091, 0.0025
Si, -0.0012, 0.0079, 0.0037
Si, -0.0153, 0.0069, -0.0035
Si, -0.0016, 0.0118, -0.0033
Si, -0.0328, -0.0201, 0.0092
Si, 0.0055, -0.0237, 0.0036
Si, 0.0216, 0.0169, 0.0129
Si, 0.0101, 0.0026, 0.0006
Si, -0.0332, -0.0164, -0.0036
Si, 0.005, 0.0061, -0.0016
Si, -0.0028, -0.006, 0.0001
Si, -0.0054, 0.0033, 0.0043
Si, 0.0315, 0.0013, -0.0053
Si, -0.0049, -0.0267, -0.0077
Si, 0.0172, 0.0251, -0.0054
Si, -0.017, -0.002, 0.0126
Si, 0.0154, 0.0074, -0.0088
Si, 0.0141, -0.0205, 0.0206
Si, -0.0159, 0.0256, -0.0071
Si, -0.0029, -0.0123, -0.0148
Si, -0.017, 0.005, -0.0008
Si, -0.017, 0.0303, -0.0027
Si, 0.0154, -0.0191, -0.0013
Si, -0.0448, -0.0668, -0.0448
Si, 0.0244, 0.0047, 0.0292
Si, 0.0368, 0.0729, -0.0683
Si, -0.0263, -0.0419, 0.0431
Si, 0.0216, 0.0123, 0.007
Si, 0.0018, -0.0062, -0.0278
Si, 0.0297, 0.0006, 0.0449
Si, -0.0011, 0.0223, -0.0669
Si, 0.0158, 0.0067, 0.0721
Si, 0.0073, 0.0052, -0.0341
Si, -0.0222, -0.0317, 0.0289
Si, 0.0092, 0.0072, -0.0119
Si, -0.0077, -0.0189, -0.0089
Si, -0.0136, -0.0105, 0.0031
Si, -0.0101, -0.0106, -0.0437
Si, 0.0236, 0.0221, 0.0241
Si, -0.0016, -0.0189, -0.0247
Si, -0.0067, 0.0102, -0.054
Si, -0.0125, 0.0133, -0.0343
Si, 0.015, 0.01, -0.0443
Si, -0.0119, 0.0037, -0.0515
Si, 0.005, -0.0146, -0.0211
Si, 0.0074, 0.0062, -0.0391
Si, -0.0092, 0.0106, -0.0357
Si, 0.004, 0.0024, 0.1309
Si, -0.0213, -0.023, 0.105
Si, 0.0195, 0.0156, 0.0999
Si, 0.0064, -0.0373, 0.083
Si, -0.0156, 0.0046, 0.1179
Si, 0.024, -0.0098, 0.1318
Si, 0.0131, -0.019, 0.0644
Si, 0.0158, 0.008, 0.1902
O, -0.0146, -0.0093, -0.0746
O, -0.0266, 0.0055, -0.004
O, -0.0021, 0.0213, 0.0328
O, -0.0304, 0.0033, 0.0222
O, -0.0017, 0.02, -0.0143
O, 0.0047, 0.0201, -0.0201
O, -0.0096, 0.0126, -0.0031
O, 0.0001, 0.0056, 0.0705
O, 0.0406, -0.0365, -0.0416
O, 0.0204, -0.0211, -0.0514
O, -0.0349, 0.0307, -0.0377
O, -0.0199, 0.032, -0.0277
O, -0.0298, 0.0477, -0.0356
O, -0.0381, 0.0101, -0.0948
O, 0.0159, -0.0104, -0.1173
O, 0.0457, -0.0324, -0.0514
O, 0.0435, -0.0362, 0.0558
O, 0.0464, -0.0488, 0.0486
O, 0.0264, -0.0237, 0.0718
O, -0.0311, 0.0425, 0.0374
O, -0.055, 0.0481, 0.0544
O, 0.0449, -0.0381, 0.045
O, -0.029, 0.0211, 0.0303
O, -0.0313, 0.0337, 0.0543
Si, 0.014, -0.0181, -0.0099
Si, 0.001, 0.0006, -0.0098
Si, -0.0049, -0.0063, -0.0052
Si, -0.0173, 0.0101, -0.0191
Si, 0.007, -0.0083, -0.0347
Si, 0.0093, 0.0031, -0.0064
Si, -0.005, -0.0018, -0.0405
Si, 0.016, -0.0142, 0.028
Si, 0.0242, -0.0033, -0.005
Si, 0.0064, 0.0071, 0.0326
Si, 0.0045, -0.0027, 0.0083
Si, 0, -0.0043, 0.0308
Si, 0.017, 0.0126, 0.0019
Si, -0.0239, 0.022, 0.0207
Si, 0.0129, -0.0233, 0.0265
Si, -0.0057, -0.009, 0.0305
Si, 0.0077, -0.0065, -0.0365
Si, -0.004, -0.0027, -0.0142
Si, -0.0259, 0.0016, 0.0014
Si, -0.0055, 0.003, 0.0198
Si, -0.0049, 0.0011, 0.021
Si, -0.0054, 0.01, -0.0091
Si, 0.0097, -0.0079, 0.0424
Si, -0.0237, -0.0122, 0.0098
Si, 0.011, -0.0096, -0.0146
Si, -0.0007, 0.0018, 0.0398
Si, 0.0075, -0.0044, 0.0063
Si, -0.0031, 0.0132, -0.0425
Si, -0.0021, -0.0064, -0.0472
Si, -0.0017, 0.0038, 0.0204
Si, 0.0009, -0.0096, 0.0032
Si, 0.0026, -0.0037, 0.0031
Si, -0.022, 0.0086, -0.0272
Si, 0.0054, 0.0012, -0.018
Si, -0.0005, -0.0035, 0.0064
Si, -0.0126, 0.0123, 0.005
Si, -0.0016, 0.0045, 0.0066
O, 0.0048, 0.0251, 0.0148
O, -0.0007, -0.0006, -0.0102
O, 0.0085, 0.008, 0.0037
O, -0.0058, 0.0021, -0.0035
O, -0.0016, -0.0022, -0.0069
O, -0.0139, -0.0003, 0.0151
O, -0.0005, -0.0053, -0.0234
O, 0.0092, 0.0008, -0.0152
O, 0.0014, 0, -0.0143
O, 0.0017, 0.0016, -0.0064
O, -0.0037, 0.0023, 0.0325
O, -0.0088, 0.0103, -0.0208
O, -0.0057, -0.0091, 0.0102
O, 0.0062, -0.0026, -0.0279
O, 0.0012, 0.0022, 0.0044
O, 0.0028, -0.004, 0.0018
O, -0.0009, -0.0004, -0.0187
O, -0.0013, -0.0025, -0.007
O, 0.0008, -0.0015, 0.0104
O, 0.0042, 0.006, -0.0161
O, -0.0009, -0.0029, -0.0052
O, -0.0039, -0.002, -0.0124
O, 0.0163, 0.0054, -0.0154
O, -0.0023, -0.0019, 0.0001
O, 0.0028, -0.0032, -0.0194
O, -0.0011, -0.0009, -0.0047
O, -0.0104, 0.0145, -0.0205
O, 0.0018, -0.0003, -0.0007
O, 0.0139, -0.0001, 0.0282
O, -0.002, -0.0014, -0.0179
O, 0.0005, 0.0098, 0.0126
O, -0.0034, 0.0009, -0.0262
O, -0.0033, 0.0041, 0.0267
O, -0.0029, -0.0031, 0.0256
O, 0.01, -0.0024, 0.0055
O, 0.001, 0.0043, -0.0324
O, -0.0005, -0.0064, 0.0317
O, 0.0031, 0.002, -0.0044
O, 0.0023, 0.0062, 0.0277
O, 0.001, 0.0018, -0.0001
O, 0.0173, -0.0216, -0.0219
O, 0.0107, -0.0344, 0.0082
O, -0.001, 0.0103, -0.0035
O, -0.0017, 0, -0.0041
O, 0.0003, 0.0013, 0.0017
O, 0.0012, 0.0037, 0.009
O, -0.0053, 0.005, 0.0075
O, 0.0005, -0.0021, -0.0058
O, 0.0098, -0.0078, 0.0153
O, -0.0075, -0.0113, -0.0113
O, -0.0271, -0.0174, 0.009
O, -0.0146, 0.0031, -0.0203
O, 0.004, -0.0019, -0.0159
O, -0.0035, 0.005, 0.0054
O, -0.0295, 0.0072, 0.0073
O, 0.0162, 0.0232, 0.0014
O, 0.0003, 0.0074, 0.0191
O, 0.0061, -0.0035, 0.0285
O, 0.002, 0.0007, -0.0072
O, 0.0012, -0.0027, 0.0025
O, -0.0001, -0.0361, 0.0249
O, 0.0012, 0.0032, -0.0154
O, 0.0112, 0.0236, 0.0297
O, -0.009, 0.0189, -0.0235
O, 0.0145, 0.0073, 0.0193
O, -0.0057, -0.0001, 0.0049

The program warned: the cutoff lies below the one the program advises for these potential files; the exchange-correlation potential is rough where the density is thin.
